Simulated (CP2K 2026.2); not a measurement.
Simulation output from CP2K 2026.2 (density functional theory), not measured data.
Periodic cell of 506 atoms, Si360O144H2, from a study of silicon, its oxide and their interface. The atomic structure is a simulated model.
Doubt: the forces sum to 1.07 eV/angstrom along one axis rather than to zero, so they err by at least 0.0021 eV/angstrom per atom on average; the grid cutoff is modest.

Settings: functional PBE; method Gaussian and plane waves; basis set DZVP-MOLOPT-SR-GTH; pseudopotentials GTH-PBE; grid cutoff 350 Ry, relative cutoff 50 Ry; k points Gamma only; occupations fixed; spin none; net charge 0.

Cell vectors (angstrom)
a	16.32	0	0
b	-0.0001	16.32	0
c	-2.2387	-4.5827	34.1817

Atoms and the computed forces on them: element, x, y, z (angstrom), force x, y, z (eV/angstrom)
Si	1.029	15.147	0.06	0.013	-0.208	-0.528
Si	1.643	-3.161	34.167	0.009	-0.003	-0.2
Si	1.776	3.751	0.052	-0.121	0.182	-0.394
Si	4.503	6.583	0.166	0	0.036	-0.402
Si	1.083	9.681	0.042	0.153	-0.032	-0.461
Si	2.193	7.359	34.156	-0.215	-0.003	-0.379
Si	7.028	14.666	0.092	0.083	0.034	-0.152
Si	9.743	1.204	0.034	0	-0.023	-0.261
Si	6.564	4.277	0.259	-0.001	-0.028	-0.427
Si	9.681	6.579	0.136	0.054	0.024	-0.299
Si	6.642	9.697	0.12	0.044	-0.077	-0.12
Si	9.216	12.487	0.208	0.065	-0.026	-0.141
Si	11.924	15.275	0.106	0.197	-0.155	-0.255
Si	15.166	1.089	0.099	-0.11	0.109	-0.455
Si	12.014	4.46	0.024	0.11	-0.109	-0.246
Si	14.705	7.144	0.114	0.056	-0.008	-0.302
Si	12.454	9.289	0.197	-0.011	0.019	-0.334
Si	15.195	11.905	0.221	-0.106	0.132	-0.38
Si	2.688	-0.075	1.36	-0.092	0.096	-0.125
Si	5.384	2.636	1.437	-0.073	0.026	-0.258
Si	2.813	5.411	1.382	0.039	-0.039	-0.136
Si	5.552	8.139	1.542	-0.019	0.142	-0.238
Si	2.749	10.85	1.303	0.035	0.006	-0.229
Si	5.459	13.518	1.418	0.112	-0.008	-0.14
Si	8.173	0.004	1.382	0.014	-0.108	-0.267
Si	10.942	2.757	1.35	-0.022	0.094	-0.173
Si	8.161	5.433	1.528	0.021	0.001	-0.19
Si	10.862	8.129	1.491	0.055	-0.032	-0.209
Si	8.116	10.893	1.538	-0.002	0.037	-0.304
Si	10.858	13.637	1.448	-0.058	0.043	-0.203
Si	13.587	-0.004	1.455	-0.066	-0.095	-0.176
Si	0.045	2.712	1.329	0.129	-0.071	-0.055
Si	13.598	5.505	1.423	-0.046	0.064	-0.219
Si	-0.003	8.179	1.474	-0.115	-0.049	-0.154
Si	13.608	10.825	1.547	0.025	-0.083	-0.177
Si	-0.016	13.568	1.468	-0.016	-0.05	-0.167
Si	1.357	1.327	2.771	0.004	-0.011	0.058
Si	4.088	4.05	2.833	0.035	-0.019	0.136
Si	1.389	6.754	2.742	0.019	0.005	-0.006
Si	4.057	9.487	2.778	-0.017	0.034	0.053
Si	1.434	12.234	2.768	0.033	-0.075	0.052
Si	4.071	14.906	2.736	0.025	0.025	0.026
Si	6.793	1.318	2.768	0.065	-0.003	0.091
Si	9.539	4.025	2.804	0.053	-0.038	0.083
Si	6.884	6.815	2.917	0.028	0.01	0.163
Si	9.526	9.525	2.839	0.008	-0.002	-0.008
Si	6.762	12.225	2.899	-0.059	-0.049	0.144
Si	9.519	14.987	2.837	-0.05	0.052	0.079
Si	12.285	1.419	2.789	-0.059	0.051	0.103
Si	15	4.09	2.716	-0.03	-0.029	-0.051
Si	12.245	6.787	2.872	-0.047	0.021	0.119
Si	14.985	9.499	2.9	0.041	0.012	0.268
Si	12.228	12.25	2.807	-0.028	0.033	-0.001
Si	14.909	14.904	2.819	-0.017	0.002	0.105
Si	-0.014	-0.036	4.161	0.038	0.055	-0.069
Si	2.711	2.681	4.19	-0.021	0.052	-0.088
Si	0.024	5.418	4.131	0.005	0.012	0.06
Si	2.716	8.115	4.159	0.039	0.059	0.007
Si	0.061	10.892	4.196	-0.062	-0.049	-0.1
Si	2.75	13.586	4.178	-0.034	-0.078	-0.008
Si	5.431	-0.049	4.133	0.015	0.025	-0.001
Si	8.155	2.675	4.166	0.043	0.016	-0.01
Si	5.472	5.418	4.207	-0.031	-0.065	-0.05
Si	8.216	8.179	4.267	-0.058	-0.048	0.005
Si	5.394	10.835	4.221	0.04	0.066	-0.089
Si	8.158	13.607	4.223	0.018	0.021	-0.085
Si	10.91	0.042	4.178	-0.048	-0.058	-0.091
Si	13.659	2.753	4.154	-0.061	-0.066	0.031
Si	10.88	5.395	4.215	0.067	0.037	-0.109
Si	13.61	8.14	4.257	0.012	-0.009	-0.101
Si	10.89	10.886	4.192	-0.021	-0.01	0.033
Si	13.579	13.568	4.213	0.054	0.052	0.038
Si	1.389	-1.345	16.552	-0.036	0.03	0.04
Si	4.1	1.348	16.575	-0.033	0.011	0.064
Si	1.38	4.02	16.537	0.036	-0.011	0.028
Si	4.076	6.76	16.552	0.006	0.026	0.028
Si	1.36	9.501	16.553	0.036	-0.042	0.01
Si	4.099	12.224	16.531	-0.009	0.059	0
Si	6.839	-1.381	16.568	0.003	-0.054	0.034
Si	9.54	1.346	16.597	0.058	-0.023	0.055
Si	6.811	4.063	16.579	0.024	-0.048	0.06
Si	9.534	6.776	16.535	-0.004	-0.019	0.025
Si	6.823	9.503	16.521	-0.013	-0.006	0.049
Si	9.523	12.209	16.559	-0.011	-0.002	0.057
Si	12.26	-1.365	16.576	0.02	-0.007	0.059
Si	15.017	1.354	16.57	-0.014	-0.009	0.034
Si	12.289	4.093	16.564	-0.058	0.002	0.01
Si	14.919	6.733	16.526	0.024	0.069	-0.012
Si	12.206	9.49	16.54	-0.048	0.111	0.02
Si	14.955	12.231	16.557	0.005	-0.028	0.049
Si	2.735	0.007	17.962	0.05	-0.047	0.113
Si	5.464	2.692	17.972	0.018	0.064	-0.001
Si	2.746	5.341	17.911	-0.064	0.001	0.048
Si	5.43	8.172	17.876	0.005	-0.014	-0.004
Si	2.734	10.886	17.906	0.008	-0.014	-0.021
Si	5.49	13.543	17.912	-0.015	0.005	0.159
Si	8.176	-0.025	17.984	-0.027	0.01	-0.091
Si	10.926	2.75	17.917	0.025	0.013	0.086
Si	8.157	5.465	17.928	0.13	0.01	0.039
Si	10.901	8.087	17.936	-0.091	0.009	0.034
Si	8.196	10.807	17.936	-0.051	0.065	0.149
Si	10.854	13.607	17.93	0.077	-0.062	-0.136
Si	13.682	-0.025	17.931	-0.056	0.026	0.041
Si	0.043	2.712	17.98	0.078	-0.034	0.06
Si	13.63	5.409	18.019	0.007	0.005	0.09
Si	-0.054	8.107	17.843	-0.099	-0.048	0.044
Si	13.521	10.895	17.897	0.041	-0.119	0.006
Si	0.023	13.609	17.901	-0.002	-0.001	-0.024
Si	1.388	1.362	19.4	0.066	0.074	0.017
Si	4.117	4.044	19.38	-0.124	0.003	0.022
Si	1.272	6.675	19.167	-0.03	-0.087	-0.216
Si	4.091	9.524	19.266	0.109	0.139	-0.07
Si	1.371	12.257	19.256	0.095	0.083	0.002
Si	4.15	-1.381	19.272	0.027	-0.041	-0.131
Si	6.82	1.333	19.362	-0.068	-0.048	-0.027
Si	9.561	4.131	19.296	-0.035	0.05	-0.189
Si	6.762	6.842	19.273	0.018	-0.034	-0.063
Si	9.523	9.394	19.327	-0.014	0.006	-0.1
Si	6.827	12.154	19.332	-0.054	-0.057	-0.052
Si	9.534	-1.387	19.351	-0.042	-0.046	0.098
Si	12.381	1.429	19.251	0.08	0.138	-0.216
Si	-1.264	4.073	19.414	-0.019	0.079	-0.076
Si	12.241	6.778	19.389	0.027	0.003	-0.036
Si	14.844	9.445	19.185	-0.049	-0.038	-0.216
Si	12.175	12.261	19.316	-0.049	-0.074	-0.005
Si	15.017	-1.401	19.346	0.044	0.062	-0.021
Si	0.079	-0.066	20.772	0.162	-0.089	0.229
Si	2.799	2.675	20.841	0.078	-0.108	0.132
Si	0.083	5.436	20.819	0.018	0.098	0.125
Si	2.587	8.126	20.341	0.014	0.031	0.195
Si	-0.156	10.899	20.392	-0.008	0.029	0.257
Si	2.821	-2.76	20.632	-0.023	0.014	0.206
Si	5.476	-0.059	20.741	-0.011	-0.084	0.126
Si	8.135	2.812	20.625	0.052	0.049	0.121
Si	5.407	5.561	20.691	-0.009	-0.016	0.14
Si	8.08	8.107	20.742	-0.015	-0.009	0.21
Si	5.458	10.767	20.776	-0.013	-0.005	0.194
Si	8.183	13.515	20.738	-0.117	-0.093	0.192
Si	10.955	0.117	20.513	-0.063	-0.035	0.033
Si	13.772	2.676	20.782	-0.07	-0.178	0.146
Si	10.901	5.43	20.785	-0.115	0.027	0.133
Si	13.599	8.145	20.754	-0.038	0.16	0.219
Si	10.867	10.782	20.648	0.044	-0.037	0.187
Si	13.552	-2.695	20.693	0.02	-0.009	0.284
Si	1.753	-1.224	22.045	-0.018	-0.066	0.083
Si	3.954	1.019	22.197	-0.129	0.035	0.122
Si	1.775	4.367	22.15	-0.013	-0.192	0.476
Si	3.721	6.804	21.853	-0.116	0.182	0.276
Si	1.053	9.352	21.587	-0.012	0.237	0.351
Si	4.35	12.409	22.042	0.004	-0.044	0.193
Si	6.578	-1.681	22.07	0.215	0.139	0.337
Si	9.862	1.747	21.779	-0.078	-0.128	0.587
Si	6.904	4.316	22.001	0.04	-0.014	0.33
Si	9.151	6.48	22.042	0.1	0.039	0.33
Si	6.924	9.576	22.292	-0.123	0.009	0.368
Si	9.208	11.764	21.973	0.303	0.17	0.208
Si	12.51	-0.925	21.889	-0.289	-0.11	0.694
Si	-1.409	1.062	22.219	0.125	-0.02	0.402
Si	12.177	3.851	22.022	0.005	0.056	0.461
Si	-1.037	7.125	22.074	0.028	-0.032	0.473
Si	12.462	9.771	22.099	-0.109	-0.059	0.275
Si	14.699	11.956	21.903	0.165	-0.102	0.289
Si	9.639	4.526	25.844	-0.03	-0.168	0.631
Si	9.616	12.636	24.821	0.15	0.087	0.79
Si	2.553	10.909	24.003	-0.097	-0.108	0.216
Si	9.422	7.372	25.061	-0.072	-0.095	0.599
Si	4.504	2.417	29.711	-0.075	-0.261	-0.355
Si	0.417	13.036	24.137	-0.321	0.082	0.506
Si	1.547	3.865	25.318	0.171	0.289	0.596
Si	6.826	8.943	25.424	-0.009	0.008	0.601
Si	12.673	4.375	25.096	-0.119	-0.103	0.664
Si	13.669	2.064	26.965	-0.14	-0.075	0.508
Si	1.763	2.535	31.402	0.02	-0.096	-0.595
Si	-1.068	9.434	31.279	-0.217	0.165	-0.643
Si	13.686	3.954	29.366	-0.081	0.046	-0.375
Si	12.01	8.865	25.095	0.021	0.117	0.579
Si	8.65	1.169	29.584	0.029	0.054	-0.199
Si	0.239	-1.917	29.293	0.025	-0.055	-0.223
Si	2.672	7.897	28.552	0.118	0.025	-0.05
Si	4.447	3.793	26.771	-0.073	0.285	0.463
Si	12.317	-2.267	24.864	0.658	-0.354	-0.063
Si	5.593	-2.122	32.151	0.09	0.262	-0.365
Si	1.228	7.596	31.191	0.076	-0.19	-0.636
Si	5.728	-2.131	27.368	-0.101	-0.058	0.153
Si	4.864	6.878	26.765	0.039	-0.119	0.419
Si	3.461	11.801	32.008	-0.058	-0.081	-0.379
Si	9.31	0.083	26.792	0.21	-0.076	0.441
Si	6.274	11.078	27.681	0.024	0.029	0.242
Si	2.695	-2.62	27.938	-0.002	0.043	0.107
Si	8.936	6.842	29.306	-0.056	0.021	-0.542
Si	3.031	8.088	24.572	-0.068	-0.352	0.541
Si	8.753	9.725	28.977	0.001	0.02	-0.263
Si	-0.427	0.379	31.375	0.153	-0.037	-0.609
Si	6.08	-0.264	29.675	0.063	0.368	-0.341
Si	12.233	-0.578	27.169	0.094	0.001	0.24
Si	6.194	3.781	32.018	-0.165	-0.11	-0.412
Si	10.964	-0.367	31.214	-0.119	0.154	-0.601
Si	14.411	6.868	25.133	-0.069	0.14	0.614
Si	0.858	6.822	26.103	0.176	0.104	0.442
Si	3.354	10.888	28.917	0.059	-0.1	-0.456
Si	13.263	1.742	31.324	-0.169	0.193	-0.618
Si	7.339	-1.719	24.996	-0.008	-0.057	0.626
Si	10.788	10.9	26.962	0.111	0.222	0.367
Si	-1.76	12.177	29.784	0.042	0.008	-0.544
Si	10.57	10.3	31.327	-0.078	0.062	-0.609
Si	5.841	2.424	24.338	0.063	0.029	0.479
Si	-0.189	1.311	25.234	-0.147	-0.199	0.672
Si	-0.256	4.754	31.27	-0.101	0.086	-0.593
Si	11.975	-3.174	31.325	0.172	-0.219	-0.662
Si	8.355	6.045	32.191	0.208	0.112	-0.374
Si	12.522	7.996	31.477	-0.017	-0.192	-0.647
Si	9.186	4.122	28.909	0.021	-0.117	-0.115
Si	12.868	-3.397	27.491	0.032	0.041	-0.186
Si	0.473	-1.496	26.346	-0.086	-0.048	0.598
Si	11.48	5.785	29.554	0.054	-0.002	-0.422
Si	8.796	1.884	24.566	0.332	0.06	0.678
Si	1.366	14.94	5.544	-0.01	0.008	-0.064
Si	4.092	1.317	5.54	-0.01	0.028	-0.049
Si	1.357	4.062	5.548	0.021	-0.051	-0.051
Si	4.088	6.778	5.558	-0.019	-0.01	-0.054
Si	1.383	9.492	5.561	-0.002	0.001	-0.055
Si	4.075	12.225	5.587	0.008	-0.02	-0.037
Si	6.784	14.959	5.57	0.017	-0.042	-0.033
Si	9.526	1.353	5.564	0.002	-0.015	-0.026
Si	6.819	4.043	5.565	0.017	0.024	-0.027
Si	9.547	6.772	5.601	0.033	0.023	-0.01
Si	6.795	9.511	5.595	-0.001	-0.003	-0.011
Si	9.527	12.234	5.578	-0.022	0.017	-0.027
Si	12.241	14.967	5.562	-0.013	0.004	-0.032
Si	14.976	1.352	5.543	0.006	-0.005	-0.065
Si	12.276	4.059	5.566	-0.009	0.03	-0.04
Si	14.996	6.758	5.564	-0.048	0.019	-0.031
Si	12.241	9.522	5.587	0.041	-0.007	-0.025
Si	14.982	12.226	5.566	0.013	0.001	-0.03
Si	2.728	-0.027	6.924	0.001	0	0.01
Si	5.448	2.683	6.924	0.017	0	-0.003
Si	2.725	5.416	6.926	0.01	0.02	0.005
Si	5.44	8.133	6.949	0.02	-0.004	-0.002
Si	2.724	10.855	6.949	-0.005	0.001	0.013
Si	5.443	13.586	6.947	0.01	-0.008	0.012
Si	8.164	-0.01	6.935	0.005	0.013	0.002
Si	10.901	2.703	6.932	-0.004	-0.005	0.009
Si	8.17	5.408	6.948	-0.007	0	0.007
Si	10.899	8.146	6.962	0	-0.019	0.001
Si	8.163	10.875	6.954	-0.015	0.014	-0.007
Si	10.89	13.6	6.94	-0.011	0.004	0.009
Si	13.616	-0.004	6.928	-0.012	-0.005	-0.001
Si	0.011	2.701	6.929	-0.005	0.01	0.022
Si	13.627	5.416	6.945	0.004	-0.007	0.006
Si	0.021	8.134	6.935	0.004	0.014	-0.002
Si	13.621	10.871	6.946	-0.001	-0.014	0.005
Si	0.015	13.589	6.937	-0.027	-0.003	0.001
Si	1.374	1.34	8.301	0.005	0.008	-0.005
Si	4.089	4.052	8.296	-0.004	-0.005	-0.008
Si	1.376	6.777	8.312	-0.002	0.003	-0.001
Si	4.086	9.499	8.322	0.011	0.024	0.001
Si	1.364	12.22	8.315	-0.01	-0.029	0.001
Si	4.082	14.942	8.315	0	-0.011	0.001
Si	6.81	1.343	8.313	0.008	0	-0.002
Si	9.54	4.055	8.314	0.022	0.03	0.002
Si	6.805	6.77	8.314	-0.015	-0.008	0.007
Si	9.525	9.506	8.32	-0.007	-0.019	0.006
Si	6.804	12.233	8.325	0.02	0.005	0.008
Si	9.525	14.952	8.313	-0.012	-0.029	-0.002
Si	12.253	1.342	8.311	-0.017	-0.011	0.003
Si	14.977	4.052	8.316	-0.023	-0.008	0.008
Si	12.266	6.779	8.318	0.017	0.039	0.006
Si	14.978	9.497	8.31	-0.022	-0.009	0.002
Si	12.256	12.236	8.31	0.01	0.013	0.001
Si	14.972	14.951	8.305	0.033	0.01	0.001
Si	0.015	-0.017	9.682	-0.018	-0.005	-0.006
Si	2.735	2.697	9.678	0.004	0.004	-0.003
Si	0.016	5.417	9.685	0.004	0.009	-0.002
Si	2.728	8.137	9.695	0.002	0	0.005
Si	0.008	10.86	9.692	0.004	0.013	0.002
Si	2.727	13.577	9.688	-0.001	-0.002	-0.002
Si	5.452	-0.019	9.684	0.007	0.007	0
Si	8.177	2.697	9.688	-0.007	0.001	0.008
Si	5.446	5.407	9.684	0.008	0.014	0.003
Si	8.163	8.136	9.685	-0.001	0.006	0.003
Si	5.445	10.863	9.691	0.003	-0.019	-0.002
Si	8.171	13.592	9.691	0.001	0	0.005
Si	10.891	-0.015	9.687	0.001	0.001	0.003
Si	13.612	2.697	9.688	0.006	0.009	0.003
Si	10.898	5.418	9.685	-0.012	-0.006	-0.003
Si	13.62	8.142	9.689	0	-0.01	0.004
Si	10.894	10.872	9.682	0.004	0.001	-0.001
Si	13.615	13.593	9.687	-0.014	-0.007	0.008
Si	1.371	-1.38	11.06	0.008	-0.011	-0.002
Si	4.097	1.342	11.057	0.003	-0.005	-0.002
Si	1.378	4.057	11.055	-0.006	0.007	-0.003
Si	4.089	6.771	11.062	0	0.004	-0.003
Si	1.367	9.499	11.069	0	0.003	-0.001
Si	4.087	12.222	11.068	-0.005	0	0.002
Si	6.814	-1.37	11.066	-0.003	-0.008	0.003
Si	9.535	1.34	11.069	0.008	-0.004	0
Si	6.814	4.054	11.061	0.01	-0.004	-0.001
Si	9.527	6.774	11.053	0.003	0.018	0.003
Si	6.805	9.498	11.059	-0.002	0.009	0
Si	9.534	12.23	11.058	-0.006	0	0
Si	12.254	-1.371	11.064	0	-0.012	-0.004
Si	14.973	1.337	11.058	0.004	0.001	0.001
Si	12.252	4.056	11.062	-0.001	0.006	0.007
Si	14.975	6.776	11.061	-0.001	0.012	0.002
Si	12.253	9.507	11.053	-0.003	-0.003	-0.001
Si	14.969	12.225	11.064	-0.002	-0.006	-0.003
Si	2.742	-0.024	12.425	-0.008	0.008	-0.01
Si	5.459	2.694	12.439	-0.003	0.002	0.002
Si	2.73	5.413	12.439	0.002	0	0.003
Si	5.449	8.132	12.434	-0.006	0.011	-0.002
Si	2.726	10.861	12.444	0.002	-0.003	0
Si	5.452	13.588	12.433	0.015	-0.004	-0.003
Si	8.176	-0.017	12.448	-0.008	0	0.005
Si	10.897	2.698	12.445	-0.012	0.008	0
Si	8.177	5.41	12.437	-0.012	0.019	0.007
Si	10.886	8.143	12.414	0.011	-0.007	-0.012
Si	8.167	10.866	12.42	0.012	-0.022	-0.006
Si	10.893	13.588	12.437	-0.001	0.003	-0.001
Si	13.612	-0.011	12.443	0.01	-0.005	0.006
Si	0.02	2.694	12.423	-0.011	0.008	-0.009
Si	13.614	5.415	12.431	0.004	0.006	-0.001
Si	0.005	8.136	12.443	-0.002	-0.011	-0.003
Si	13.607	10.863	12.437	-0.014	0.007	0.005
Si	0.008	13.587	12.44	0.011	-0.008	-0.003
Si	1.385	1.337	13.789	0.013	-0.023	-0.01
Si	4.097	4.053	13.808	-0.006	0.015	0.003
Si	1.36	6.767	13.813	0.002	0.031	-0.003
Si	4.087	9.491	13.81	0.013	-0.011	-0.011
Si	1.367	12.229	13.818	-0.009	-0.001	-0.01
Si	4.103	-1.369	13.811	-0.024	0	0.001
Si	6.817	1.342	13.828	0.01	-0.003	0.002
Si	9.537	4.053	13.821	0.029	-0.026	0.004
Si	6.812	6.77	13.806	0.018	-0.012	0
Si	9.524	9.501	13.784	-0.033	0.039	-0.007
Si	6.816	12.228	13.798	-0.023	0.006	-0.004
Si	9.543	-1.373	13.823	0.016	-0.031	-0.012
Si	12.261	1.35	13.829	-0.009	0	0.001
Si	14.977	4.046	13.796	0.025	0.001	0.003
Si	12.24	6.78	13.784	-0.035	0.041	-0.006
Si	14.959	9.495	13.815	0.022	-0.003	0
Si	12.246	12.224	13.812	0.021	-0.015	0
Si	14.973	-1.369	13.817	-0.028	0	0.002
Si	0.029	-0.002	15.174	0.04	0.024	-0.021
Si	2.745	2.678	15.171	-0.027	0.001	-0.035
Si	0.004	5.391	15.181	-0.016	0.009	-0.014
Si	2.719	8.13	15.182	-0.018	-0.004	0.009
Si	-0.002	10.864	15.184	-0.004	0.01	0.013
Si	2.736	13.599	15.179	0.024	-0.024	0.003
Si	5.461	-0.02	15.205	0.001	-0.01	0.005
Si	8.177	2.699	15.21	-0.013	0.026	0.004
Si	5.454	5.411	15.187	-0.014	0.014	-0.004
Si	8.18	8.137	15.161	0.022	0.026	-0.019
Si	5.456	10.863	15.162	0.005	-0.001	-0.014
Si	8.179	13.578	15.182	0.003	0.015	-0.005
Si	10.897	-0.006	15.205	-0.009	0.004	-0.004
Si	13.635	2.707	15.201	-0.015	-0.01	-0.001
Si	10.906	5.421	15.178	0.005	0.017	-0.023
Si	13.579	8.131	15.172	0.008	-0.037	-0.002
Si	10.869	10.858	15.166	0.005	-0.043	-0.015
Si	13.603	13.592	15.185	-0.001	-0.006	-0.006
O	5.119	5.279	26.938	0.131	0.049	-0.266
O	3.805	11.818	23.498	0.248	-0.075	-0.208
O	-1.464	6.594	23.588	0.173	0.173	-0.704
O	-0.639	1.458	23.664	-0.074	0.027	-0.771
O	8.071	-3.167	24.814	-0.195	-0.048	-0.367
O	9.654	11.421	25.912	-0.194	-0.049	-0.526
O	-0.275	-1.429	27.806	-0.159	0.047	-0.329
O	8.575	11.779	33.692	0.178	0.208	0.309
O	7.338	0.555	30.301	-0.017	-0.125	0.344
O	3.274	0.802	33.763	0.019	0.18	0.557
O	12.222	7.966	33.07	-0.3	0.152	0.525
O	5.025	4.491	32.904	-0.214	0.233	0.217
O	14.034	11.72	33.699	-0.084	-0.073	0.238
O	5.93	9.007	33.709	0.098	-0.062	0.528
O	2.883	5.544	22.51	-0.212	-0.043	-0.453
O	7.359	4.865	31.679	0.006	-0.181	0.219
O	12.885	2.95	25.853	-0.139	0.107	-0.417
O	11.005	2.758	22.439	0.103	0.075	-0.279
O	-0.751	12.422	23.209	-0.072	0.164	-0.043
O	4.569	-3.349	31.997	-0.078	-0.034	-0.086
O	8.578	0.928	33.747	0.061	-0.23	0.545
O	8.043	5.365	22.596	0.016	0.184	-0.537
O	12.823	-1.838	28.046	-0.069	0.114	-0.088
O	10.501	6.832	28.735	0.074	0.125	0.039
O	1.962	2.895	32.977	0.055	-0.041	0.718
O	6.33	-3.627	27.546	0.207	0.124	-0.206
O	9.184	10.041	30.508	0.078	-0.138	0.418
O	-0.324	-3.376	29.741	-0.029	-0.272	0.085
O	2.549	9.522	28.564	-0.07	0.061	-0.32
O	12.116	6.545	30.835	-0.079	0.26	0.545
O	10.053	12.225	23.31	-0.154	-0.013	-0.335
O	13.453	8.164	25.227	0.307	0.188	-0.324
O	8.194	5.443	28.857	0.056	0.106	0.195
O	2.133	-3.9	32.748	-0.237	0.244	0.27
O	8.075	10.726	22.618	0.066	0.181	-0.171
O	14.038	6.232	33.749	-0.084	0.159	0.545
O	10.046	9.919	28.016	0.239	0.025	0.116
O	10.484	-0.479	32.758	-0.022	-0.078	0.513
O	13.668	0.019	22.635	-0.068	0.126	-0.376
O	1.488	7.569	24.783	0.189	-0.008	-0.461
O	7.556	7.131	33.072	-0.231	-0.015	0.158
O	10.337	10.065	32.911	-0.005	-0.309	0.416
O	10.888	7.802	25.604	0.02	-0.218	0.053
O	14.244	3.044	28.136	-0.055	-0.139	-0.228
O	5.608	3.213	30.599	0.473	0.269	0.444
O	10.619	-0.636	27.404	-0.235	0.141	0.244
O	-1.447	4.711	30.16	-0.018	0.137	0.423
O	6.178	7.697	26.285	0.172	0.062	-0.055
O	9.596	5.422	33.031	-0.111	0.057	0.281
O	9.569	3.84	27.34	0.203	-0.193	-0.263
O	-1.466	1.276	26.227	0.218	-0.365	-0.205
O	9.294	1.121	23.208	-0.226	0.015	-0.247
O	11.322	3.64	33.736	-0.182	-0.156	0.755
O	11.181	-1.897	30.678	-0.293	-0.094	0.211
O	7.165	-1.072	23.514	-0.245	0.038	-0.696
O	1.47	3.838	23.695	-0.074	-0.033	-0.808
O	5.04	-0.944	33.109	0.194	-0.009	0.192
O	8.976	6.868	30.928	-0.093	0.059	0.684
O	6.393	9.082	23.837	0.143	0.058	-0.972
O	-0.735	9.845	32.82	0.244	0.274	0.706
O	12.376	0.417	31.046	0.129	-0.027	-0.011
O	1.029	1.084	31.358	-0.089	-0.316	0.221
O	11.168	4.844	25.446	0.075	-0.031	0.037
O	1.218	-2.126	23.318	-0.102	0.369	-0.1
O	4.203	-2.061	27.908	0.073	0.226	0.24
O	1.894	10.219	22.695	0.225	-0.095	-0.095
O	14.096	8.285	31.185	0.192	0.11	0.268
O	7.532	10.711	28.629	0.178	-0.075	0.04
O	4.681	1.529	23.611	-0.324	-0.233	-0.475
O	1.773	7.996	32.673	0.139	0.172	0.62
O	-1.527	10.696	30.371	-0.071	-0.196	0.236
O	4.04	10.559	32.882	0.15	-0.227	0.47
O	8.419	8.6	25.444	0.191	-0.037	-0.033
O	12.852	4.28	23.481	-0.111	-0.116	-0.706
O	10.469	4.52	29.862	-0.089	-0.119	0.037
O	3.184	11.267	30.491	-0.042	0.357	0.798
O	-1.531	1.44	30.831	0.135	0.197	0.301
O	8.324	-0.913	26.002	-0.057	-0.245	-0.506
O	2.699	12.074	28.003	-0.184	-0.134	0.032
O	11.105	11.805	31.014	0.047	0.138	0.233
O	7.202	1.575	24.641	-0.108	-0.292	-0.309
O	6.797	2.556	32.904	-0.216	-0.082	0.293
O	3.787	7.079	25.591	-0.331	0.189	-0.488
O	8.55	0.814	28.012	-0.291	0.207	-0.011
O	11.775	9.286	23.532	0.088	-0.019	-0.685
O	-0.316	-2.576	25.421	0.214	-0.101	-0.429
O	0.748	2.529	25.767	0.048	-0.039	-0.141
O	12.164	-2.919	32.923	0.013	0.103	0.645
O	11.657	9.199	30.803	0.116	0.133	0.089
O	11.459	12.132	27.802	-0.275	-0.042	-0.109
O	0.859	5.203	25.94	-0.178	-0.239	-0.179
O	5.409	2.896	25.834	0.347	-0.178	-0.564
O	0.575	-1.997	33.643	0.082	0.105	0.558
O	0.594	-0.08	25.568	0.239	0.062	-0.494
O	1.879	-2.015	29.232	0.144	-0.164	0.018
O	1.432	11.874	24.695	0.227	0.077	-0.064
O	3.101	2.436	30.505	-0.23	0.276	0.391
O	8.588	2.802	29.64	0.043	0.184	0.275
O	8.999	3.498	24.746	-0.085	-0.141	-0.36
O	10.725	-2.58	25.243	-0.242	0.003	-0.184
O	-0.309	-0.876	30.374	-0.062	0.185	0.336
O	9.734	1.233	25.732	-0.249	0.149	-0.553
O	4.912	10.667	28.478	0.043	-0.175	-0.091
O	0.008	8.372	22.425	-0.016	-0.043	-0.524
O	12.738	0.9	27.655	-0.103	0.023	0.028
O	0.87	3.713	30.736	0.084	-0.175	0.265
O	6.482	-1.002	28.27	-0.011	0.216	0.16
O	2.822	-0.111	22.71	0.064	0.155	-0.367
O	6.428	10.316	26.241	0.209	0.038	-0.558
O	5.458	-2.793	22.579	0.047	0.091	-0.541
O	-0.706	7.242	26.175	-0.112	-0.081	-0.427
O	9.599	7.2	23.453	0.08	0.176	-0.495
O	3.28	6.183	33.713	0	0.034	0.464
O	8.902	5.988	25.791	0.066	0.075	-0.108
O	14.051	12.092	28.234	0.039	0.108	0.058
O	11.96	10.124	26.136	0.247	-0.329	-0.204
O	6.987	-2.696	32.783	0.07	-0.067	0.455
O	6.168	3.682	23.347	0.085	0.115	-0.542
O	9.934	0.495	30.289	0.169	-0.013	0.209
O	3.771	7.875	23.133	-0.022	-0.136	-0.19
O	1.587	7.279	27.497	0.056	-0.117	0.12
O	3.079	9.685	24.977	0.009	0.11	-0.3
O	-0.953	-0.087	32.837	-0.243	0.053	0.432
O	5.733	-1.481	30.672	-0.238	-0.352	0.569
O	5.893	-1.793	25.776	0.072	0.132	-0.285
O	13.704	5.496	25.665	0.116	-0.129	-0.369
O	0.289	8.807	30.633	0.063	0.136	0.123
O	8.203	8.187	28.775	0.193	-0.011	0.228
O	13.093	-3.36	25.888	0.028	-0.201	-0.018
O	2.396	7.351	30.067	-0.225	0.054	0.462
O	4.894	0.842	29.461	-0.142	-0.154	0.171
O	13.614	10.881	22.562	-0.025	0.125	-0.539
O	-0.728	4.359	32.784	0.045	-0.014	0.865
O	12.716	5.119	28.716	0.165	-0.031	0.081
O	13.206	2.058	32.912	0.271	-0.1	0.42
O	0.347	6.248	31.321	-0.227	0.089	0.239
O	12.818	3.024	30.4	-0.231	-0.179	0.486
O	13.46	-3.327	30.656	-0.218	0.024	0.569
O	3.02	3.839	26.009	-0.15	-0.117	-0.464
O	1.988	-2.069	26.584	0.053	0.132	-0.312
O	12.613	-0.792	25.592	-0.135	-0.027	-0.316
O	4.201	7.45	28.152	-0.025	-0.029	-0.109
O	4.325	3.135	28.256	0.082	-0.028	0.02
H	13.115	-2.665	23.678	0.038	-0.135	0.242
O	11.504	-1.293	23.233	-0.504	0.317	-0.213
H	10.838	-0.605	23.463	0.009	-0.002	-0.125

Results
total energy: -101687.923 eV
total energy less fixed offsets of H -15.91, O -438.35, Si -107.03 eV per atom: -2.903 eV
